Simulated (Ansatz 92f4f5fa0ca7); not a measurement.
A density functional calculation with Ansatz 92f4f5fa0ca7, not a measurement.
Periodic cell of 220 atoms, Si132O88, from a study of silicon, its oxide and their interface. The atomic structure is a simulated model.
Doubt: the cutoff is far below the 930 eV that the study's wrapper takes by default for these files, so forces and energies are approximate.
This geometry differs little from another in the collection (a relaxation step or a small displacement).

Settings
functional: PBE
potential files: Ansatz PAW
basis: plane waves
wave-function cutoff: 580 eV
density cutoff ratio: 5
exchange-correlation grid ratio: 1
k mesh: 1 x 1 x 1, Gamma-centred
self-consistency stop: 5e-08 eV per atom in the density residual
occupations: fixed
spin: none
net charge: 0

Cell vectors (angstrom)
a	10.938	0	0
b	0	10.938	0
c	0	0	32.1245

Atoms and the computed forces on them: element, x, y, z (angstrom), force x, y, z (eV/angstrom)
Si	0.2054	-0.1562	24.466	0.0226	-0.018	0.029
Si	5.6043	-0.3278	24.7311	-0.0069	-0.0028	-0.0358
Si	2.5327	3.0267	24.4447	-0.0034	0.0043	-0.0122
Si	8.0952	2.9513	25.0274	0.0126	-0.0095	-0.0719
Si	0.0566	5.1068	24.6462	0.0006	-0.0033	-0.0203
Si	5.8423	5.1201	24.6085	-0.0054	0.0015	-0.0483
Si	2.4661	8.4931	24.5765	0.0026	0.0049	-0.0078
Si	8.0015	8.576	24.7522	0.0081	0.0036	-0.029
Si	1.4102	1.3965	25.8154	-0.0012	-0.0021	0.0047
Si	6.7572	1.3191	26.0083	0.0043	-0.0021	0.0082
Si	4.0836	4.1447	25.8779	-0.0113	0.0087	0.0045
Si	9.6229	4.1204	26.2793	0.0153	0.0009	0.0083
Si	1.2805	6.8325	25.8086	-0.0005	0.0067	0.008
Si	6.8649	6.8409	25.9114	-0.0033	0.0002	0.0111
Si	4.0428	9.4935	26.0522	-0.0124	0.014	0.0051
Si	9.5949	9.7163	25.9943	0.005	0.0015	0.0041
Si	2.7249	0.0393	27.317	-0.0022	-0.0031	-0.0105
Si	8.1893	0.0478	27.3792	0.0108	0.0052	-0.0023
Si	0.0764	2.6475	27.382	0.0014	-0.0053	-0.0063
Si	5.4051	2.7487	27.3213	-0.0106	-0.0148	0.0011
Si	2.7088	5.5247	27.2651	0.0014	-0.0054	0.0014
Si	8.1849	5.5453	27.4061	0.0124	0.0066	-0.006
Si	-0.0233	8.2064	27.2924	0.0029	0.0022	-0.0081
Si	5.4686	8.1449	27.345	-0.0007	-0.0069	0.0042
Si	4.1018	1.3673	28.7063	-0.2132	0.1166	0.0925
Si	9.5708	1.3673	28.7063	0.1222	-0.0146	0.4602
Si	1.3673	4.1018	28.7063	0.3937	0.0347	-0.1834
Si	6.8362	4.1018	28.7063	-0.2485	0.025	-0.1213
Si	4.1018	6.8362	28.7063	-0.1766	-0.2336	0.0461
Si	9.5708	6.8362	28.7063	0.0988	0.5567	0.3598
Si	1.3673	9.5708	28.7063	-0.0739	0.0381	-0.3583
Si	6.8362	9.5708	28.7063	0.0108	-0.2102	-0.0697
Si	0	0	30.0735	-0.1401	-0.1108	0.0332
Si	5.469	0	30.0735	-0.0195	-0.0071	-0.0585
Si	2.7345	2.7345	30.0735	0.1196	0.0862	0.0305
Si	8.2035	2.7345	30.0735	0.1065	0.0481	-0.033
Si	0	5.469	30.0735	-0.0267	0.004	-0.065
Si	5.469	5.469	30.0735	-0.1039	-0.1351	0.0245
Si	2.7345	8.2035	30.0735	0.0335	0.0389	-0.0528
Si	8.2035	8.2035	30.0735	0.1189	0.0469	0.0526
Si	1.3673	1.3673	31.4408	-0.0113	0.0439	-0.0473
Si	6.8362	1.3673	31.4408	-0.0046	-0.0445	-0.0289
Si	4.1018	4.1018	31.4408	-0.0131	-0.0475	0.0166
Si	9.5708	4.1018	31.4408	-0.0422	0.0317	-0.0065
Si	1.3673	6.8362	31.4408	0.0263	-0.006	-0.0293
Si	6.8362	6.8362	31.4408	0.0073	0.0346	-0.0377
Si	4.1018	9.5708	31.4408	-0.0052	-0.0013	-0.0091
Si	9.5708	9.5708	31.4408	-0.0342	0.0189	0.0219
Si	2.7345	0	0.6835	-0.0166	0.0003	0.0214
Si	8.2035	0	0.6835	0.0263	0.0403	0.0049
Si	0	2.7345	0.6835	-0.0261	-0.0361	0.0376
Si	5.469	2.7345	0.6835	0.0356	0.0185	0.0114
Si	2.7345	5.469	0.6835	-0.0004	0.0026	-0.0096
Si	8.2035	5.469	0.6835	0.0205	-0.0449	0.0296
Si	0	8.2035	0.6835	-0.0295	-0.0106	0.0071
Si	5.469	8.2035	0.6835	0.0114	-0.0062	0.0382
Si	4.1018	1.3673	2.0507	-0.0009	0.025	0.0621
Si	9.5708	1.3673	2.0507	-0.0795	-0.0754	-0.0179
Si	1.3673	4.1018	2.0507	0.1272	0.0673	-0.0105
Si	6.8362	4.1018	2.0507	-0.0638	-0.0644	0.0228
Si	4.1018	6.8362	2.0507	-0.1312	-0.0963	0.0006
Si	9.5708	6.8362	2.0507	0.005	0.0594	0.0305
Si	1.3673	9.5708	2.0507	-0.0226	-0.0033	0.0348
Si	6.8362	9.5708	2.0507	0.0144	0.0068	-0.0276
Si	0	0	3.418	-0.2379	0.0266	-0.2057
Si	5.469	0	3.418	0.2685	-0.0056	0.1103
Si	2.7345	2.7345	3.418	0.0772	0.469	0.0972
Si	8.2035	2.7345	3.418	-0.0047	-0.0573	0.1324
Si	0	5.469	3.418	0.1938	-0.0385	0.3007
Si	5.469	5.469	3.418	-0.214	-0.4491	-0.063
Si	2.7345	8.2035	3.418	-0.1069	-0.2726	-0.2388
Si	8.2035	8.2035	3.418	0.0591	0.1466	-0.1985
Si	1.3026	1.4313	4.7292	0.0278	0.0167	-0.0485
Si	6.8587	1.3442	4.8276	-0.0036	-0.0134	-0.0109
Si	4.1389	4.0707	4.877	0.0101	0.0038	-0.0466
Si	9.5709	4.0946	4.7941	0.0028	-0.0126	0.0199
Si	1.3836	6.8517	4.8332	0.0003	0	-0.0003
Si	6.8568	6.7905	4.7215	-0.0052	-0.0054	-0.0082
Si	4.1059	9.5276	4.7356	-0.0069	-0.0001	0.0174
Si	9.5595	9.5701	4.7862	0.0004	-0.0092	-0.0231
Si	2.6298	-0.0671	5.9213	-0.0276	-0.0232	-0.0715
Si	8.2154	-0.0166	6.2123	-0.0052	-0.0072	0.0148
Si	-0.083	2.7067	6.2099	-0.0177	0.0102	-0.0106
Si	5.4868	2.5906	6.2875	-0.016	0.0206	0.0048
Si	2.7395	5.5215	6.2831	-0.0006	0.0108	0.019
Si	8.156	5.4206	6.1206	0.0016	0.0103	-0.0393
Si	-0.0535	8.1717	6.1673	-0.0114	-0.0083	-0.0012
Si	5.4676	8.1247	6.0698	0.0097	-0.002	-0.0153
Si	3.7118	1.3363	7.4138	-0.1158	0.1774	-0.0559
Si	9.7438	1.1297	7.6233	-0.0005	0.0031	0.0151
Si	1.6357	3.7738	7.421	0.0736	-0.1193	0.0071
Si	6.7057	4.2055	7.5191	-0.0252	0.0244	0.0162
Si	4.5093	6.5478	7.5621	-0.0115	0.0225	0.0241
Si	9.2696	7.0236	7.4301	0.0002	0.0014	0.0322
Si	1.0965	9.844	7.3268	0.0224	0.0021	0.0458
Si	7.0222	9.2427	7.3624	-0.0043	0.0024	0.0302
O	1.2694	4.0839	24.0458	0.0015	-0.009	-0.0026
O	6.7954	9.5797	24.1811	0.0002	-0.0018	0.0194
O	2.8612	2.7164	7.1781	0.1224	-0.083	0.1188
O	8.1508	8.1629	7.8941	0.004	0.0052	-0.0228
O	5.5608	5.366	7.9867	-0.0085	-0.0216	-0.0189
O	0.033	0.0219	7.9624	-0.0306	-0.0031	-0.0104
O	5.3758	5.4876	23.0696	0.0079	-0.0074	0.0119
O	10.5472	0.4612	23.0161	-0.0109	0.0129	-0.0051
O	2.1568	9.3822	8.5375	-0.0068	0.0136	-0.009
O	1.5352	3.7481	9.0525	-0.0686	-0.0123	-0.118
O	9.0589	1.7254	8.9406	-0.0341	0.0087	0.0187
O	7.7738	9.7383	12.1687	0.0072	0.0152	0.004
O	3.3566	0.8237	8.9746	-0.0007	0.033	-0.0475
O	4.3625	7.3843	9.3277	-0.0033	0.0057	-0.0074
O	7.5963	3.647	8.7294	0.0971	-0.0427	0.0146
O	9.8688	6.4245	8.8412	0.0033	-0.0043	-0.0223
O	3.3589	2.4346	23.0971	0.0053	-0.0037	0.0063
O	4.6701	0.1581	23.4651	0.005	-0.0029	0.0098
O	9.2254	2.4376	23.9589	-0.0417	0.0216	0.0142
O	9.8323	5.5483	23.5162	0.0002	0.0008	0.0156
O	19.8989	8.1011	23.4945	-0.0021	0.0037	0.0089
O	3.3238	7.9545	23.2714	0.0018	-0.0005	0.0036
O	7.0133	3.9843	24.3237	0.0095	-0.008	0.0515
O	1.3373	9.6203	24.0712	-0.0049	0.0007	-0.0248
Si	3.947	6.4266	10.7785	0.0296	0.0204	-0.0186
Si	9.3244	4.1472	14.596	-0.0022	-0.0003	-0.0029
Si	7.4881	8.1722	11.9161	-0.0144	-0.001	-0.0079
Si	4.2271	1.2437	22.3323	0.0018	0.0006	-0.0134
Si	17.3366	3.7313	14.1648	-0.0033	0.0255	0.0064
Si	2.7575	-0.4977	20.1081	0.0021	0	-0.0072
Si	7.2169	4.111	19.4158	-0.0019	0.0046	-0.0058
Si	14.0875	6.5691	16.4373	0.0028	-0.0006	-0.0111
Si	2.2559	4.043	10.4861	0.0348	0.0314	0.0378
Si	5.7809	16.1299	16.6749	0.0014	-0.0012	-0.0105
Si	3.8312	9.6831	17.2456	-0.0002	-0.0001	-0.0098
Si	10.4573	4.2288	11.6669	-0.0128	0.0092	-0.0063
Si	10.9923	6.4384	16.0892	0.0033	0.0001	-0.0089
Si	8.1457	1.4865	14.5918	0.0108	-0.006	0.0044
Si	2.7693	10.3962	9.682	-0.0031	-0.0402	0.047
Si	9.1448	6.7497	22.6066	-0.0009	-0.0018	-0.0132
Si	11.1928	-1.268	11.2124	0.0062	-0.0091	0.002
Si	3.6169	-3.2821	13.7331	0.0009	-0.0044	-0.0129
Si	5.2529	8.8097	9.8642	-0.0119	-0.0191	-0.0047
Si	9.5938	1.7339	22.5563	-0.0071	0.0094	-0.0079
Si	11.9844	-0.4854	16.5713	0.0008	-0.0001	-0.0115
Si	8.0431	2.6462	10.0727	-0.0402	0.0309	0.0198
Si	-0.3529	8.1894	18.4085	0.0043	-0.0019	-0.0097
Si	11.7743	-2.1037	14.1649	0.0019	-0.001	-0.0088
Si	5.2279	3.8929	11.3644	-0.135	0.1741	0.1439
Si	6.0497	6.0432	21.6839	0.0014	-0.0009	-0.0146
Si	6.504	7.6762	14.6907	-0.0023	-0.0036	-0.0143
Si	11.5898	6.4653	20.675	0.0029	0.0003	-0.0082
Si	11.1221	1.0279	18.8005	-0.0013	-0.0037	-0.0117
Si	14.2573	7.6528	21.6587	0.0004	-0.0002	-0.0065
Si	6.9965	1.3221	20.7513	-0.0061	0.0005	-0.0101
Si	10.0216	7.0149	10.3618	0.0012	-0.0004	0.0094
Si	-0.6115	3.6437	20.1588	0.0026	0.0023	-0.0119
Si	8.4892	-0.7054	19.1045	-0.0002	0.0002	-0.037
Si	6.9067	10.1293	16.3784	0.027	0.0091	0.0059
Si	8.6189	0.1774	11.8938	-0.0152	0.0231	-0.0176
O	13.3961	8.7687	13.9596	-0.0013	0.0022	0.0053
O	7.7239	-1.0513	17.7385	-0.0012	0.0094	0.0057
O	6.0815	8.1486	11.0616	0.0068	0.0048	0.0129
O	1.6242	10.4997	10.8371	-0.0003	0.005	-0.0066
O	5.2274	-5.4682	10.8649	-0.0117	-0.0096	0.0335
O	10.0725	7.1267	17.2695	0.0018	0.001	0.0064
O	6.2872	4.9192	20.5138	-0.0001	0.0004	0.0042
O	6.8158	13.1177	13.9441	0.0024	0.0011	-0.0068
O	3.6157	7.2396	12.143	-0.0039	0.0019	0.0071
O	2.5886	5.6641	10.354	-0.009	0.0039	-0.0019
O	7.7962	4.6297	14.1841	0.0116	-0.0078	0.0094
O	11.4756	-1.6418	17.6092	-0.0001	-0.0016	0.0043
O	10.2212	4.0817	13.2608	0.0058	-0.0019	-0.003
O	0.7077	7.4157	19.3632	-0.0012	-0.0001	0.0025
O	6.9924	2.4841	19.5798	0.002	-0.0016	0.0063
O	12.5146	6.1432	16.6959	0.0007	0.0009	0.0049
O	17.3057	6.4924	15.8225	0.001	0.0027	0.0038
O	13.0656	6.542	21.3908	0.0009	0.0008	0.0022
O	3.3005	0.6046	21.1707	0.0016	0.0013	0.0038
O	1.0629	3.6491	11.5153	0.0074	-0.025	0.0131
O	7.2641	-0.1767	20.0909	0.0024	-0.0017	-0.0028
O	8.1882	1.356	21.8565	0.0089	0.0011	0.0116
O	-1.5637	8.8458	19.3202	-0.0035	0.0096	-0.0015
O	2.8046	8.9976	20.8798	-0.0001	-0.0007	0.0012
O	12.2357	0.1474	19.6594	-0.0009	-0.0006	0.003
O	6.1037	9.5788	8.7318	0.0084	0.0079	-0.0199
O	8.5865	7.4614	10.9782	0.0048	-0.0036	-0.0027
O	8.959	0.728	13.4062	-0.0088	-0.0053	-0.0152
O	7.5464	11.4828	15.7665	-0.0096	-0.021	0.0077
O	6.4847	3.1456	10.7795	0.2165	-0.1987	-0.1289
O	2.6692	-0.4418	16.4433	0.0006	-0.0004	0.0043
O	3.6983	14.2855	10.9097	-0.0447	-0.0223	-0.0187
O	-6.6944	5.5654	17.1527	0	0.0012	0.0052
O	11.1769	7.4595	14.8157	0.0008	-0.0003	0.0061
O	4.0652	9.732	10.4273	-0.0034	0.0181	0.002
O	3.522	8.0749	17.0175	0.0033	0.0021	0.004
O	10.1331	5.1239	15.6371	0.0028	-0.0047	0.0031
O	10.3119	2.8158	21.5771	0.0014	-0.0085	0.0141
O	5.3082	15.0094	13.0069	0.0241	-0.0169	-0.0096
O	4.8565	7.1364	21.2215	0.0018	-0.0016	0.0032
O	11.0499	2.6276	19.1023	-0.0017	-0.0002	0.0058
O	9.1276	2.6425	15.2444	-0.0036	-0.0076	-0.0016
O	3.7215	-0.7593	18.8068	0.0006	0.0008	0.0023
O	5.6161	1.6426	21.5673	0.0028	-0.0015	0.0009
O	5.2961	10.1301	16.6808	0.0131	0.0035	0.0012
O	7.8155	1.2168	10.9799	0.0652	-0.0149	0.0371
O	9.6052	0.4877	19.1076	-0.0083	-0.0129	-0.0004
O	17.6698	4.7178	17.9509	0.0033	0.0008	0.0078
O	7.6192	6.4957	22.0161	0.0011	0.002	0.0029
O	-5.8762	-2.6824	14.1605	0.0027	0.0015	0.0059
O	7.3182	-3.6139	13.3062	0.0002	-0.0009	0.0052
O	11.3927	-0.8125	15.0935	0.0016	0.0003	0.0068
O	10.2955	7.0429	21.5002	-0.0012	-0.0005	0.0047
O	9.2479	3.5278	10.85	0.0038	-0.0069	-0.0053
O	8.8511	-6.6881	19.6881	0.0033	-0.0014	0.0074
O	0.5122	11.8563	17.1962	0.0009	0.001	0.0066
O	16.6304	3.9456	15.6279	0.0095	-0.004	-0.0012
O	11.1278	-1.8819	12.7142	-0.0012	-0.0003	0.0034
O	11.3323	4.9043	20.3173	-0.0006	-0.0033	0.0029
O	0.0512	8.3423	10.2624	-0.0016	-0.0016	-0.0055
O	10.6052	5.8219	11.2823	-0.0014	-0.0034	-0.0002
O	9.995	-0.1992	11.1006	-0.0095	0.0106	-0.0009
O	14.2723	6.4389	14.7935	0.0008	0.0003	0.0063
O	7.2861	8.9091	15.3803	0.0013	0.0153	0.012

Results
free energy: -133958.138 eV
free energy less fixed offsets of O -568.88, Si -635.61 eV per atom: 3.822 eV

The program warned: the cutoff lies below the one the program advises for these potential files; the forces do not sum to zero within the program's tolerance; the exchange-correlation potential is rough where the density is thin.
